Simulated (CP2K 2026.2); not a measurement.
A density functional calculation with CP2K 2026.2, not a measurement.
Periodic cell of 534 atoms, Si358O176, from a study of silicon, its oxide and their interface. The atomic structure is a simulated model.
Doubt: the forces sum to 1.95 eV/angstrom along one axis rather than to zero, so they err by at least 0.0036 eV/angstrom per atom on average; the grid cutoff is modest.

Settings
functional: PBE
method: Gaussian and plane waves
basis set: DZVP-MOLOPT-SR-GTH
pseudopotentials: GTH-PBE
grid cutoff: 350 Ry, relative cutoff 50 Ry
k points: Gamma only
occupations: fixed
spin: none
net charge: 0

Cell vectors (angstrom)
a	16.32	0	0
b	0	16.32	0
c	-0.5483	0.3189	35.1476

Atoms and the computed forces on them: element, x, y, z (angstrom), force x, y, z (eV/angstrom)
Si	15.187	0.415	35.116	0.514	-0.076	0.488
Si	3.459	2.634	34.854	0.404	-0.121	0.391
Si	15.713	6.093	34.849	-0.127	-0.106	0.735
Si	2.441	8.403	35.072	-0.218	0.246	0.715
Si	15.787	11.266	0.022	0.131	-0.196	0.644
Si	2.059	13.493	34.764	-0.54	-0.039	0.303
Si	5.428	0.277	0.246	-0.404	0.357	0.26
Si	8.039	2.581	0.172	-0.133	0.227	0.733
Si	5.338	5.995	0.197	0.089	-0.093	0.725
Si	8.909	9.685	34.278	0.241	-0.056	0.748
Si	4.643	11.585	35.094	0.437	-0.378	-0.015
Si	7.154	14.762	34.806	0.178	-0.304	0.8
Si	9.96	0.949	35.093	0.223	-0.37	0.704
Si	13.123	2.859	35.112	-0.167	0.413	0.756
Si	9.877	5.727	35.139	0.148	-0.003	0.634
Si	12.602	9.405	34.993	-0.06	0.58	0.584
Si	10.819	10.955	34.923	0.147	-0.332	0.432
Si	13.54	13.41	0.339	-0.093	0.054	0.626
Si	1.326	1.296	0.904	-0.53	-0.152	0.357
Si	4.21	4.183	1.315	-0.018	0.059	-0.016
Si	1.359	6.897	1.19	-0.001	0.026	-0.07
Si	4.072	9.648	1.285	0.009	-0.039	-0.062
Si	1.146	12.31	1.221	0.023	0.015	-0.072
Si	3.923	15.221	1.292	0.423	0.07	0.353
Si	6.702	1.489	1.682	0.067	-0.113	0.044
Si	9.282	4.068	1.455	-0.049	-0.035	-0.041
Si	6.914	7.195	1.513	0.019	-0.036	-0.03
Si	8.637	8.941	1.293	-0.039	0.012	0.055
Si	6.782	12.553	1.04	0.074	0.054	-0.033
Si	9.424	15.174	1.12	-0.005	0.012	-0.089
Si	12.096	1.546	1.403	0.021	0.031	-0.063
Si	14.821	4.323	1.01	0.013	-0.013	-0.077
Si	11.803	6.786	1.278	-0.204	-0.276	0.422
Si	14.774	9.67	1.387	-0.016	-0.075	-0.036
Si	12.013	12.112	1.532	-0.097	-0.088	-0.052
Si	14.71	15.033	1.524	0.01	-0.027	-0.002
Si	16.254	2.842	2.311	0.003	-0.054	0.043
Si	2.54	0.186	2.634	-0.007	0.017	-0.01
Si	16.218	8.218	2.55	0.028	0.007	0.031
Si	2.623	5.451	2.57	-0.024	0.003	0.019
Si	16.223	13.704	2.69	0.003	-0.05	0.036
Si	2.565	10.957	2.565	-0.001	0.042	0.027
Si	5.347	2.915	2.884	0.035	-0.004	0.041
Si	8.15	0.046	2.759	-0.017	0.008	0.031
Si	5.304	8.31	2.776	-0.003	0.007	0.056
Si	8.016	5.548	2.773	-0.027	-0.001	0.043
Si	5.301	13.713	2.525	-0.076	-0.004	-0.049
Si	7.944	10.972	2.452	0.041	-0.077	-0.089
Si	10.736	2.83	2.791	0.018	0.019	0.064
Si	13.352	0.109	2.769	-0.017	0.013	0.029
Si	10.548	8.229	2.628	-0.01	0.057	-0.108
Si	13.406	5.535	2.521	-0.011	-0.022	-0.005
Si	10.636	13.686	2.577	-0.001	0.047	0.004
Si	13.47	10.92	2.872	0.029	-0.023	-0.012
Si	1.192	4.129	3.892	-0.041	-0.029	-0.046
Si	3.904	1.494	4.052	-0.018	-0.01	-0.006
Si	1.218	9.598	3.95	-0.016	-0.027	0.005
Si	3.92	6.855	3.992	0.022	-0.032	0.011
Si	1.234	15.102	4.016	0.028	-0.003	-0.003
Si	3.934	12.347	3.921	0.043	0.007	-0.025
Si	6.699	4.235	4.191	0.081	-0.01	0.036
Si	9.424	1.435	4.136	-0.004	-0.013	-0.001
Si	6.632	9.736	4.042	0.022	-0.022	-0.034
Si	9.385	6.866	4.128	-0.079	0.031	-0.001
Si	6.644	15.024	3.99	0.009	0.018	-0.061
Si	9.308	12.279	3.923	-0.024	-0.014	-0.01
Si	12.136	4.221	4.032	-0.031	0.018	0
Si	14.876	1.523	3.877	0.025	0.056	-0.059
Si	11.995	9.542	4.031	-0.012	0.033	0.043
Si	14.797	6.879	3.9	-0.023	0.011	-0.019
Si	12.004	15.01	4.031	-0.031	-0.019	0.036
Si	14.856	12.352	4.084	0.005	0.022	0.015
Si	-0.157	0.106	10.825	-0.011	0.017	0.002
Si	2.535	2.807	10.812	0.005	0.007	-0.003
Si	-0.15	5.542	10.829	-0.006	-0.006	-0.005
Si	2.54	8.248	10.81	0.025	-0.021	0
Si	16.148	10.966	10.8	0.018	-0.003	0.002
Si	2.539	13.694	10.825	-0.001	-0.007	-0.002
Si	5.264	16.414	10.826	0.009	-0.008	0.002
Si	8.015	2.821	10.801	0.002	0.012	-0.009
Si	5.264	5.531	10.791	0.002	0.002	-0.006
Si	8.01	8.259	10.806	-0.013	0.007	0.004
Si	5.267	10.977	10.808	0.015	0.007	-0.001
Si	8.014	13.699	10.819	-0.009	-0.002	0.002
Si	10.753	0.101	10.811	0.009	-0.015	0.008
Si	13.471	2.824	10.847	-0.005	-0.004	0
Si	10.752	5.538	10.832	0.012	-0.012	-0.002
Si	13.463	8.264	10.824	-0.008	0.003	0.003
Si	10.739	10.995	10.808	-0.019	0.019	-0.002
Si	13.46	13.709	10.791	-0.004	0	-0.003
Si	1.18	1.466	12.206	0.018	0.015	0.002
Si	3.883	4.183	12.151	-0.001	-0.027	-0.019
Si	1.192	6.897	12.2	-0.004	-0.006	0.005
Si	3.902	9.611	12.156	0.018	0.028	-0.005
Si	1.168	12.325	12.177	0.001	-0.005	0.007
Si	3.897	15.056	12.193	0.021	0.016	0.01
Si	6.638	1.467	12.154	-0.01	-0.013	-0.001
Si	9.382	4.171	12.182	-0.006	-0.009	0.002
Si	6.643	6.879	12.141	0	-0.006	0
Si	9.375	9.633	12.15	0.018	-0.001	0.009
Si	6.626	12.338	12.15	-0.008	-0.009	-0.014
Si	9.409	15.045	12.16	-0.008	0.014	-0.003
Si	12.108	1.461	12.191	0	0.01	0
Si	14.829	4.187	12.206	0.017	0.022	-0.006
Si	12.131	6.89	12.193	-0.007	0.02	0.004
Si	14.809	9.622	12.208	-0.025	-0.013	0.006
Si	12.113	12.353	12.162	-0.001	0.015	-0.007
Si	14.783	15.084	12.183	0	-0.011	-0.009
Si	-0.176	2.82	13.599	-0.011	-0.003	-0.01
Si	2.539	16.426	13.559	-0.009	-0.017	0.004
Si	-0.154	8.252	13.584	0.013	0.01	0.016
Si	2.505	5.487	13.555	0.048	-0.013	0.002
Si	-0.197	13.705	13.527	-0.011	-0.003	-0.01
Si	2.528	10.947	13.527	0	-0.009	0.013
Si	5.249	2.833	13.49	-0.023	0.037	0
Si	8.032	16.416	13.468	-0.006	0.004	0.006
Si	5.26	8.22	13.481	-0.003	-0.006	-0.002
Si	8.014	5.546	13.522	-0.027	-0.009	0.004
Si	5.252	13.657	13.528	0.015	-0.018	-0.006
Si	7.995	10.989	13.491	-0.016	0.027	0.002
Si	10.769	2.83	13.552	-0.006	0.005	0.014
Si	13.446	16.443	13.594	0.008	0.01	0.001
Si	10.765	8.29	13.494	-0.006	-0.021	-0.008
Si	13.517	5.56	13.587	-0.002	-0.039	0.003
Si	10.793	13.719	13.545	0.021	-0.024	0.012
Si	13.45	11.011	13.556	-0.018	0.003	-0.005
Si	1.166	4.145	15.005	-0.018	0.021	0.021
Si	3.897	1.506	14.889	0.018	0.006	0.017
Si	1.178	9.628	14.951	0.002	0.004	0.005
Si	3.866	6.879	14.839	0.021	0.003	-0.027
Si	1.154	15.051	14.889	0.009	0.023	-0.013
Si	3.865	12.294	14.897	0.01	0.036	-0.004
Si	6.593	4.196	14.841	0.026	-0.027	-0.019
Si	9.387	1.434	14.852	-0.002	-0.011	-0.01
Si	6.629	9.589	14.804	0.02	0.003	0
Si	9.41	6.939	14.833	0.012	0.001	-0.024
Si	6.685	15.023	14.789	-0.001	-0.023	-0.009
Si	9.411	12.322	14.822	-0.026	0.003	-0.011
Si	12.155	4.197	14.92	0.013	-0.003	0.026
Si	14.784	1.489	14.992	-0.006	0.003	0.023
Si	12.125	9.608	14.899	0.001	0.001	0.006
Si	14.882	6.881	15.018	-0.01	-0.027	0.019
Si	12.107	15.093	14.983	-0.028	-0.022	0.015
Si	14.758	12.406	14.941	0.018	0.035	0.017
Si	-0.17	16.399	16.297	0.001	-0.003	-0.022
Si	2.526	2.787	16.373	0.03	-0.04	0.018
Si	-0.136	5.476	16.489	0.065	-0.007	-0.01
Si	2.485	8.144	16.258	-0.025	0.011	-0.001
Si	-0.164	11.083	16.269	0.021	0.018	-0.007
Si	2.496	13.688	16.241	-0.006	-0.049	0.02
Si	5.335	16.414	16.076	0.014	-0.003	-0.002
Si	8.002	2.825	16.11	-0.031	0.054	-0.009
Si	5.223	5.56	16.199	-0.002	0.007	0.016
Si	8.04	8.298	16.165	-0.017	-0.02	-0.024
Si	5.204	10.835	16.18	-0.008	0.003	0.054
Si	8.073	13.696	16.151	0.006	0.019	0.01
Si	10.678	16.422	16.322	0.011	0.033	0.037
Si	13.427	2.849	16.406	-0.012	-0.019	0.003
Si	10.847	5.668	16.183	0.011	0.025	-0.002
Si	13.546	8.328	16.299	0.054	0.008	0.021
Si	10.709	10.939	16.212	-0.051	-0.008	0
Si	13.46	13.767	16.411	0.002	0.013	0.036
Si	1.21	1.29	17.75	0.046	-0.021	-0.04
Si	3.869	4.271	17.642	-0.046	0.003	-0.039
Si	1.266	6.853	17.858	0.014	-0.034	0.004
Si	3.829	9.445	17.602	0.012	0.003	-0.013
Si	1.116	12.426	17.723	-0.024	0.06	0.076
Si	3.969	15.08	17.393	0.013	0.03	-0.039
Si	6.698	1.397	17.444	0.047	-0.022	0.001
Si	9.382	4.283	17.311	-0.031	-0.022	0.033
Si	6.623	6.977	17.443	0.015	0.017	-0.005
Si	9.374	9.583	17.623	-0.01	0.022	0.001
Si	6.705	12.215	17.307	0.02	-0.054	-0.062
Si	9.327	15.02	17.686	-0.044	-0.031	0.008
Si	11.972	1.516	17.719	-0.022	-0.035	0.015
Si	14.801	4.118	17.905	0.014	0.029	0.01
Si	12.214	6.98	17.655	-0.041	-0.02	-0.008
Si	14.888	9.738	17.679	0.008	-0.008	-0.013
Si	11.986	12.318	17.58	0.024	0.004	-0.007
Si	14.864	15.179	17.836	0.056	0.026	-0.007
Si	-0.08	2.66	19.202	0.062	0.212	-0.429
Si	2.743	16.209	19.012	-0.058	-0.02	0.071
Si	-0.089	8.367	19.09	0.043	0.046	0.095
Si	2.699	5.55	19.356	0.004	0.006	0.003
Si	-0.151	13.763	19.34	-0.297	-0.213	-0.421
Si	2.415	10.843	18.875	-0.012	-0.053	-0.012
Si	5.282	2.733	18.652	-0.016	-0.027	-0.007
Si	7.824	16.342	18.99	-0.286	-0.271	-0.377
Si	5.292	8.155	18.97	-0.065	0.002	0.052
Si	7.948	5.514	18.635	-0.253	-0.265	-0.412
Si	5.292	13.56	18.489	-0.011	0.007	-0.021
Si	7.915	10.942	18.846	-0.005	0.021	0.113
Si	10.601	3.092	18.843	-0.1	-0.071	0.017
Si	13.295	16.475	19.119	0.027	0.028	0.003
Si	10.874	8.394	19.004	0.065	0.103	0.003
Si	13.49	5.674	19.21	0.074	0.007	0.071
Si	10.633	13.55	19.063	-0.104	0.02	0.007
Si	13.438	11.119	18.945	0.107	0.068	0.03
Si	1.531	3.778	20.438	-0.171	0.396	-0.657
Si	3.832	1.649	20.05	-0.006	-0.142	-0.781
Si	1.227	9.704	20.594	0.051	-0.047	-0.687
Si	4.726	6.381	20.49	-0.434	0.176	-0.673
Si	2.442	14.577	20.764	-0.064	0.401	-0.489
Si	4.051	12.13	19.773	-0.03	-0.053	-0.614
Si	6.708	4.028	19.852	0.038	-0.086	-0.611
Si	9.147	2.292	20.501	0.223	0.305	-0.516
Si	6.239	9.947	20.138	0.148	-0.171	-0.743
Si	10.156	6.674	20.376	0.546	-0.173	-0.373
Si	6.574	14.659	20.03	-0.044	0.324	-0.691
Si	8.851	12.506	20.288	0.398	-0.24	-0.707
Si	11.584	4.746	20.2	-0.091	0.026	0.02
Si	14.272	1.132	21.139	-0.415	0.323	-0.086
Si	12.274	9.7	20.378	-0.111	0.028	-0.628
Si	14.535	7.484	20.428	-0.007	-0.278	-0.722
Si	12.392	14.582	20.174	0.212	-0.299	-0.464
Si	14.207	12.869	20.309	-0.04	0.337	-0.652
Si	0.372	12.508	27.048	-0.126	-0.045	-0.036
Si	0.832	4.663	23.291	0.052	-0.056	-0.085
Si	1.973	6.963	24.228	-0.037	0.017	0.023
Si	3.091	9.386	23.124	0.021	0.079	-0.309
Si	0.432	15.35	26.201	-0.276	0	-0.073
Si	1.344	11.627	24.47	-0.027	-0.081	0.034
Si	4.456	1.312	22.97	0.111	0.032	-0.028
Si	7.681	0.251	26.941	0.067	-0.098	-0.199
Si	10.081	7.534	28.105	0.113	-0.118	-0.082
Si	10.987	3.671	22.196	0.292	0.211	-0.555
Si	6.194	9.59	23.105	0.055	0.007	-0.102
Si	11.316	10.717	23.219	-0.036	0.021	-0.138
Si	14.122	14.035	26.884	0.109	0.067	-0.08
Si	13.053	2.727	28.472	-0.013	0.131	-0.018
Si	9.283	6.106	23.046	-0.009	0.003	-0.182
Si	15.458	11.23	22.571	-0.056	-0.072	-0.196
Si	8.963	13.951	25.375	-0.026	0.218	-0.087
Si	13.348	2.116	23.213	0.375	0.003	-0.6
Si	2.767	16.437	24.957	0.001	-0.085	-0.131
Si	4.535	0.981	27.366	0.123	-0.108	-0.101
Si	2.34	4.52	25.689	-0.162	0.083	-0.078
Si	8.195	9.661	29.304	-0.021	0.127	-0.012
Si	7.937	12.313	27.838	0.012	-0.023	-0.055
Si	3.809	13.42	24.862	0.147	-0.002	0.047
Si	5.184	3.918	24.409	0.078	0.123	-0.236
Si	7.417	3.416	26.423	0.106	-0.096	0.124
Si	6.199	6.676	23.132	-0.071	0.023	-0.186
Si	8.494	11.659	23.352	-0.026	0.037	-0.113
Si	12.058	13.467	24.693	-0.271	-0.03	-0.045
Si	12.928	15.683	22.785	0.101	0.041	-0.179
Si	12.735	8.44	26.933	0.073	0.019	-0.044
Si	13.71	5.864	26.475	0.082	0.078	-0.186
Si	2.632	12.701	28.952	0.005	0.002	0.145
Si	15.531	7.034	23.366	0.014	0.039	-0.081
Si	13.916	12.966	31.217	0.078	0.092	0.018
Si	-0.021	4.898	32.127	-0.008	0.009	0.15
Si	1.835	16.219	31.281	0.003	0.03	0.131
Si	13.623	9.223	24.313	0.124	0.069	-0.103
Si	6.017	5.643	28.213	0.086	-0.001	-0.121
Si	4.768	11.527	32.744	0.126	-0.055	0.849
Si	5.473	8.611	28.062	0.021	-0.042	-0.163
Si	3.579	3.744	28.299	-0.06	-0.139	-0.036
Si	12.969	0.655	30.624	0.111	-0.001	0.137
Si	9.437	5.649	25.958	0.036	0.011	0.011
Si	14.39	3.174	25.896	0.108	-0.153	-0.075
Si	4.904	11.499	27.264	-0.098	-0.041	-0.113
Si	9.032	14.808	29.201	0.274	0.057	0.029
Si	14.731	7.19	28.646	-0.058	0.083	0.021
Si	15.236	15.712	32.176	-0.184	-0.072	-0.01
Si	0.796	6.311	29.697	-0.025	-0.043	-0.017
Si	12.246	14.415	29.266	-0.13	-0.079	-0.035
Si	4.751	14.933	22.651	-0.101	-0.025	-0.191
Si	1.609	2.779	30.45	-0.161	0.048	0.035
Si	6.041	6.08	31.179	0.025	-0.063	0.203
Si	2.256	9.652	32.185	-0.013	0.001	0.293
Si	3.458	7.55	30.183	0.03	-0.031	0.169
Si	2.338	15.6	28.457	0.011	0.004	-0.07
Si	2.924	13.655	31.964	-0.044	-0.089	0.15
Si	5.468	4.169	33.298	-0.19	-0.18	0.136
Si	11.303	2.226	32.753	-0.081	-0.052	0.292
Si	7.684	11.198	31.934	-0.038	0.05	0.165
Si	8.576	6.944	32.822	0.067	0.005	0.108
Si	8.751	14.141	32.044	-0.088	-0.026	0.281
Si	11.487	13.359	33.122	-0.149	-0.019	0.138
Si	10.777	4.997	32.381	-0.001	0.084	0.199
Si	-0.408	3.535	28.497	-0.064	-0.015	-0.138
Si	14.296	8.246	32.936	0.092	-0.001	0.1
Si	13.569	5.821	31.268	0.035	0.035	0.063
Si	11.423	4.942	28.051	-0.285	0.025	0.087
Si	15.794	10.646	32.161	-0.161	0.066	0.13
O	14.995	15.814	33.775	-0.041	-0.457	0.03
O	14.283	1.742	34.866	0.069	0.21	-0.042
O	2.203	1.461	31.18	0.61	0.233	0.389
O	4.067	3.33	33.472	-0.108	0.233	-0.504
O	15.025	7.394	34.114	0.016	0.064	-0.075
O	0.161	5.165	33.722	0.325	-0.564	0.172
O	1.924	9.003	33.643	-0.192	-0.195	-0.056
O	2.558	8.498	31.119	-0.048	0.008	-0.277
O	15.769	11.058	33.729	0.465	-0.081	0.02
O	1.026	10.587	31.706	0.243	0.137	-0.184
O	1.823	13.348	33.149	-0.499	-0.124	-0.396
O	4.369	13.079	32.41	0.275	0.415	0.023
O	5.969	15.895	34.595	-0.096	0.014	-0.267
O	1.854	2.211	34.902	-0.328	-0.177	-0.384
O	8.63	1.858	34.815	0.041	-0.209	-0.556
O	6.691	3.352	33.969	0.148	0.047	-0.292
O	3.604	7.287	34.77	0.215	-0.094	-0.083
O	5.397	5.609	34.024	0.451	0.158	-0.382
O	9.087	8.455	33.187	0.233	0.115	-0.125
O	8.02	10.789	33.467	-0.224	0.143	0.219
O	3.395	12.666	35.095	0.068	-0.134	0.142
O	2.948	14.711	0.033	-0.092	0.307	-0.357
O	10.332	14.175	32.376	0.168	0.336	-0.272
O	7.83	14.549	33.323	-0.159	0.209	-0.361
O	10.639	0.999	33.594	-0.132	-0.5	-0.55
O	1.141	16.165	24.98	-0.332	0.247	-0.63
O	12.425	2.988	33.651	-0.036	0.444	-0.323
O	11.979	1.58	31.466	0.054	-0.078	-0.353
O	8.546	6.262	34.307	-0.421	-0.066	0.109
O	10.972	5.282	33.989	0.328	-0.026	0.092
O	13.449	7.194	32.094	-0.568	-0.054	-0.32
O	13.294	9.365	33.524	-0.103	0.485	-0.444
O	10.786	12.015	33.667	-0.347	0.169	-0.506
O	12.599	7.573	0.071	-0.299	-0.344	-0.078
O	14.116	12.729	34.826	-0.006	0.138	-0.473
O	12.076	14.346	34.271	-0.344	0.5	-0.105
O	0.799	3.854	21.912	-0.451	-0.234	0.097
O	1.23	3.872	24.663	-0.203	-0.465	0.391
O	4.599	1.139	21.373	0.41	-0.389	-0.125
O	2.742	2.709	20.644	0.015	0.151	0.39
O	3.162	7.992	23.953	0.565	-0.19	0.363
O	2.407	9.166	21.636	0.191	-0.237	-0.102
O	5.052	6.981	21.986	-0.255	0.531	0.208
O	1.988	5.805	23.075	0.534	0.044	-0.412
O	3.172	15.123	22.134	-0.272	0.37	0.48
O	15.114	15.218	26.255	-0.081	0.288	-0.044
O	5.157	11.147	20.5	-0.078	0.081	0.17
O	3.17	13.112	20.74	-0.246	-0.261	0.289
O	5.673	5.038	20.634	-0.07	-0.142	0.535
O	7.812	3.223	20.784	0.066	0.107	0.467
O	10.693	4.855	26.609	0.318	-0.559	-0.184
O	8.662	0.776	20.201	0.342	-0.279	0.411
O	6.734	9.385	21.583	0.269	-0.431	0.231
O	6.353	8.143	23.857	0.029	-0.108	0.64
O	10.08	7.042	21.979	0.328	0.558	0.31
O	9.85	4.598	22.881	-0.337	-0.154	0.167
O	7.864	13.776	20.458	0.03	0.267	0.465
O	5.714	14.798	21.385	-0.166	0.157	0.073
O	8.822	11.862	21.776	0.303	-0.441	0.253
O	11.927	12.117	23.795	0.461	0.052	0.133
O	8.635	6.313	19.912	-0.422	0.086	0.276
O	10.145	2.309	21.798	-0.078	-0.301	0.361
O	14.367	16.023	22.032	0.349	-0.562	0.335
O	15.622	1.764	20.475	0.328	0.013	0.173
O	13.369	8.564	20.903	-0.11	0.009	0.441
O	11.523	10.537	21.592	-0.208	0.462	0.008
O	15.42	7.187	21.763	0.231	-0.224	0.061
O	0.043	10.442	21.464	-0.257	0.086	-0.169
O	11.893	15.181	21.637	-0.494	-0.178	0.039
O	12.499	0.743	23.514	-0.612	-0.084	0.498
O	14.449	12.24	21.819	-0.228	0.218	0.247
O	0.822	14.301	20.609	-0.237	0.053	0.401
O	13.02	1.268	29.14	0.025	-0.249	-0.309
O	12.955	14.521	23.862	0.523	-0.184	0.233
O	6.174	3.179	25.437	-0.18	-0.305	0.014
O	3.568	1.009	26.063	0.118	0.324	0.047
O	2.118	6.151	25.634	0.148	0.358	0.651
O	0.133	12.076	23.502	0.036	0.65	0.036
O	4.603	9.979	23.106	-0.188	0.483	0.116
O	15.737	5.429	23.559	-0.514	-0.46	0.089
O	0.713	11.353	25.952	-0.213	-0.403	0.059
O	2.456	12.764	24.319	-0.216	0.289	-0.201
O	3.837	11.716	28.483	-0.081	-0.157	0.176
O	5.082	9.865	27.051	0.164	-0.284	-0.253
O	5.012	2.801	23.247	0.027	0.145	-0.279
O	5.241	16.277	23.462	0.554	-0.022	0.452
O	6.027	0.307	27.122	-0.108	-0.057	0.162
O	11.625	3.503	28.794	-0.461	-0.344	0.673
O	7.706	6.242	22.704	0.098	-0.125	-0.467
O	5.693	5.391	23.983	-0.22	0.126	0.312
O	9.632	6.472	24.579	0.311	0.499	0.276
O	12.737	7.065	26.036	-0.296	-0.151	-0.653
O	8.707	12.839	26.524	0.023	-0.494	0.096
O	7.135	10.8	23.684	-0.227	0.162	0.492
O	10.593	14.074	25.133	-0.153	0.445	0.064
O	9.782	10.732	23.762	-0.111	-0.329	0.332
O	15.141	12.855	27.407	-0.321	-0.565	0.471
O	12.239	3.313	23.172	-0.102	0.391	0.526
O	13.163	14.775	27.971	0.002	0.613	-0.344
O	14.396	2.378	24.467	0.553	-0.254	0.1
O	14.013	4.696	25.438	-0.036	0.195	-0.611
O	10.8	6.236	28.829	-0.144	-0.126	0.481
O	14.613	10.242	23.537	-0.174	0.04	0.338
O	13.688	8.375	28.258	-0.132	0.481	0.455
O	12.112	9.421	23.773	-0.255	-0.552	0.114
O	8.409	13.145	24.046	-0.432	0.232	-0.098
O	13.051	13.098	29.831	-0.034	-0.399	-0.363
O	1.188	12.177	28.409	-0.381	-0.535	0.13
O	1.17	16.078	27.447	-0.005	0.345	0.08
O	2.868	3.527	29.744	0.224	0.109	0.298
O	4.506	5.066	28.33	-0.35	0.347	-0.07
O	2.369	3.954	27.205	-0.362	0.017	0.272
O	3.78	4.158	25.107	0.009	-0.315	0.344
O	0.534	7.717	24.034	-0.01	0.477	0.29
O	9.245	8.444	29.131	0.009	-0.253	0.454
O	6.715	9.134	28.955	-0.167	-0.119	0.315
O	6.355	12.1	27.634	-0.031	0.125	0.074
O	2.906	14.111	28.215	0.182	0.01	-0.51
O	3.437	14.962	25.248	0.035	-0.026	0.173
O	4.402	12.389	25.981	0.147	-0.044	0.087
O	8.435	4.415	25.648	0.088	-0.321	-0.276
O	4.579	2.514	27.906	0.434	0.205	0.182
O	14.4	3.421	29.09	0.162	0.018	0.388
O	11.191	8.539	27.425	-0.091	0.514	-0.108
O	9.069	6.834	27.025	-0.469	0.28	0.036
O	13.243	2.539	26.86	-0.255	-0.356	-0.047
O	8.146	13.492	28.906	-0.504	0.059	0.354
O	5.885	7.119	27.464	-0.052	0.021	-0.42
O	12.961	5.212	27.727	0.379	-0.241	0.494
O	13.051	13.242	25.951	-0.151	-0.486	-0.002
O	8.227	15.41	25.803	-0.088	0.158	-0.178
O	15.728	3.263	26.875	0.452	-0.02	-0.037
O	0.527	6.17	31.294	0.214	0.269	0.07
O	14.692	4.8	31.864	-0.148	-0.539	0.287
O	-0.106	7.565	29.173	0.1	0.751	-0.017
O	12.105	5.149	31.455	-0.155	-0.473	-0.339
O	4.854	13.634	23.622	0.35	-0.344	0.116
O	2.06	10.288	23.956	-0.112	-0.207	0.315
O	2.988	1.048	23.629	-0.648	0.415	0.007
O	0.928	13.818	26.273	0.695	0.058	-0.264
O	2.549	12.939	30.555	-0.094	-0.229	0.078
O	0.486	16.023	32.109	0.213	0.017	0.233
O	0.838	3.623	31.617	0.27	-0.43	0.393
O	0.54	2.442	29.256	0.113	-0.435	-0.149
O	1.524	15.635	29.829	-0.584	-0.09	-0.145
O	3.673	16.506	28.488	0.118	-0.083	0.322
O	14.238	7.736	24.027	-0.234	-0.353	0.105
O	13.428	9.508	25.916	0.45	0.389	0.331
O	2.376	6.547	29.49	0.117	-0.209	-0.232
O	4.598	6.827	31.096	0.031	0.048	0.493
O	3.575	10.564	32.261	0.02	0.113	-0.488
O	3.018	15.279	31.872	0.437	0.29	0.315
O	8.578	10.91	28.337	0.387	-0.16	-0.269
O	4.189	8.389	29.019	-0.165	0.386	-0.269
O	5.801	4.573	31.772	0.025	-0.445	-0.45
O	6.628	5.946	29.684	0.447	0.21	-0.02
O	8.001	1.888	26.731	0.286	-0.025	-0.136
O	8.491	16.048	28.272	0.029	0.509	0.409
O	8.238	10.15	30.844	0.418	-0.441	0.069
O	6.932	4.427	27.624	0.255	-0.065	0.18
O	7.135	6.904	32.079	-0.039	0.592	-0.159
O	9.635	6.076	31.928	-0.135	-0.027	-0.801
O	8.672	15.134	30.758	-0.013	0.718	-0.004
O	6.072	11.195	31.86	-0.127	-0.283	-0.406
O	10.628	14.411	28.949	-0.061	-0.172	-0.292
O	8.303	12.646	31.629	0.052	-0.108	-0.364
O	10.307	3.432	32.28	-0.695	-0.072	-0.572
O	15.028	6.468	27.193	0.688	-0.203	-0.26
O	14.404	0.529	31.368	0.021	0.581	-0.022
O	14.843	14.261	31.573	0.199	-0.121	-0.268
O	0.264	4.966	28.928	-0.007	-0.058	-0.256
O	14.028	6.274	29.791	-0.102	-0.042	-0.13
O	12.737	12.833	32.291	0.091	-0.328	0.093
O	12.374	15.494	30.46	-0.404	-0.19	0.599
O	15.299	9.102	32.011	0.331	-0.135	-0.743
O	14.893	11.667	31.273	0.119	0.022	-0.23
Si	16.158	0.144	5.323	-0.009	0.016	-0.002
Si	2.521	2.837	5.368	0.026	0.019	0.021
Si	16.159	5.514	5.273	-0.002	-0.003	-0.003
Si	2.559	8.238	5.335	-0.028	0	-0.01
Si	16.208	10.95	5.37	0.005	-0.017	0.012
Si	2.606	13.711	5.33	0.014	-0.018	-0.005
Si	5.292	0.093	5.354	0.037	0.019	-0.01
Si	8.051	2.812	5.464	-0.003	-0.002	0.013
Si	5.274	5.581	5.444	-0.018	0.026	0
Si	7.991	8.302	5.383	0.038	0.045	-0.075
Si	5.248	11.033	5.388	-0.072	0.016	0.01
Si	7.97	13.635	5.348	-0.015	-0.001	-0.02
Si	10.743	0.057	5.461	0.002	0.004	0.013
Si	13.515	2.828	5.327	-0.034	-0.021	0.007
Si	10.779	5.537	5.442	0.062	-0.042	-0.003
Si	13.431	8.2	5.332	-0.005	-0.029	-0.005
Si	10.689	10.977	5.351	0.024	0.033	0.016
Si	13.436	13.704	5.378	0.004	0	0.008
Si	1.189	1.465	6.732	0.002	0.01	-0.002
Si	3.896	4.184	6.74	0.01	-0.007	0.008
Si	1.184	6.877	6.676	-0.006	0.006	-0.004
Si	3.902	9.62	6.709	0.049	-0.018	-0.008
Si	1.237	12.343	6.703	-0.002	0.005	0.004
Si	3.938	15.058	6.728	0.003	-0.008	-0.008
Si	6.635	1.446	6.751	0.006	0.008	-0.007
Si	9.415	4.176	6.792	-0.043	-0.013	0.004
Si	6.641	6.951	6.766	-0.011	-0.029	0.008
Si	9.357	9.631	6.752	0.012	0.009	-0.001
Si	6.62	12.345	6.766	0.004	-0.008	0
Si	9.33	15.01	6.738	0.004	0.014	-0.022
Si	12.148	1.461	6.721	0.011	-0.018	-0.006
Si	14.83	4.189	6.712	0.004	0.011	-0.015
Si	12.127	6.891	6.781	-0.003	0.013	0.014
Si	14.795	9.596	6.688	-0.02	0.015	-0.012
Si	12.074	12.327	6.716	-0.007	-0.019	0.002
Si	14.804	15.095	6.702	-0.02	0.009	0.01
Si	16.166	2.831	8.092	-0.018	-0.017	0.003
Si	2.555	0.093	8.079	0.019	0.008	-0.002
Si	16.155	8.239	8.057	-0.014	-0.033	-0.012
Si	2.538	5.547	8.083	0.003	-0.008	0.001
Si	16.172	13.708	8.049	0.01	-0.012	-0.006
Si	2.557	10.977	8.089	0.009	0.006	-0.003
Si	5.264	2.813	8.094	0.009	-0.014	-0.007
Si	7.998	0.08	8.103	-0.031	-0.02	-0.006
Si	5.262	8.287	8.104	0.006	0.013	0.015
Si	8.015	5.555	8.101	0.021	0.009	-0.005
Si	5.279	13.713	8.119	0.001	0	0.01
Si	7.992	10.981	8.107	-0.018	-0.009	0.005
Si	10.777	2.801	8.113	0.017	0.026	0.004
Si	13.473	0.111	8.103	0.018	0.021	0.01
Si	10.741	8.27	8.101	0.011	0.007	-0.004
Si	13.48	5.524	8.115	-0.029	-0.001	0.014
Si	10.721	13.686	8.09	-0.011	-0.004	-0.002
Si	13.446	10.965	8.065	0	0.019	0.006
Si	1.196	4.186	9.456	0.008	0.004	-0.001
Si	3.905	1.449	9.456	-0.011	-0.001	0.007
Si	1.186	9.605	9.432	-0.015	0.012	0.001
Si	3.904	6.905	9.441	0.011	0.009	-0.006
Si	1.192	15.057	9.449	0.002	0.003	-0.003
Si	3.906	12.341	9.458	0.029	-0.01	0.005
Si	6.642	4.178	9.44	-0.023	-0.007	-0.006
Si	9.383	1.445	9.449	0.004	-0.015	-0.015
Si	6.635	9.623	9.463	-0.004	0.007	0.001
Si	9.387	6.901	9.465	-0.009	0.006	-0.002
Si	6.641	15.063	9.48	0.002	0.013	0.009
Si	9.363	12.337	9.455	0.006	-0.002	-0.004
Si	12.115	4.171	9.479	0.013	-0.025	0.004
Si	14.818	1.475	9.467	-0.001	0.009	0.011
Si	12.101	9.625	9.46	-0.008	-0.003	0.011
Si	14.822	6.901	9.463	0.011	-0.007	0.01
Si	12.093	15.061	9.433	-0.004	0.006	-0.008
Si	14.812	12.341	9.418	-0.02	0.003	-0.003

Results
total energy: -115447.262 eV
total energy less fixed offsets of O -438.35, Si -107.03 eV per atom: 19.078 eV
